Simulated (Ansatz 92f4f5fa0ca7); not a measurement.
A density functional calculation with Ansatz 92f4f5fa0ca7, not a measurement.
Periodic cell of 224 atoms, Si132O90As1H1, from a study of silicon, its oxide and their interface. The atomic structure is a simulated model.
Doubt: the cutoff is far below the 930 eV that the study's wrapper takes by default for these files, so forces and energies are approximate.
This geometry differs little from another in the collection (a relaxation step or a small displacement).

Settings: functional PBE; potential files Ansatz PAW; basis plane waves; wave-function cutoff 580 eV; density cutoff ratio 5; exchange-correlation grid ratio 1; k mesh 1 x 1 x 1, Gamma-centred; self-consistency stop 5e-08 eV per atom in the density residual; occupations fixed; spin none; net charge 0.

Cell vectors (angstrom)
a	10.938	0	0
b	0	10.938	0
c	0	0	33.0935

Atoms: element, x, y, z (angstrom)
Si	0.3333	-0.2341	25.7692
Si	5.2892	0.4056	25.6149
Si	2.9566	2.53	25.5431
Si	8.1325	3.067	25.5706
Si	-0.3426	5.8634	25.6675
Si	5.8707	5.2368	25.7106
Si	2.6091	8.5731	25.6901
Si	8.4136	8.1479	25.3967
Si	1.4385	1.4192	26.9864
Si	6.9096	1.4919	26.9135
Si	4.1409	4.1116	26.8862
Si	9.5614	4.2375	27.0135
Si	1.3909	6.9222	26.8975
Si	6.9344	6.9348	26.9058
Si	4.1766	9.7176	26.973
Si	9.5816	9.5714	26.9279
Si	2.7468	0.03	28.363
Si	8.1965	0.0162	28.2723
Si	-0.0062	2.7704	28.2956
Si	5.4698	2.7538	28.3155
Si	2.7308	5.4761	28.2545
Si	8.1731	5.5326	28.3633
Si	-0.0089	8.2022	28.3216
Si	5.4796	8.2248	28.2776
Si	4.1018	1.3673	29.6752
Si	9.5708	1.3673	29.6752
Si	1.3673	4.1018	29.6752
Si	6.8362	4.1018	29.6752
Si	4.1018	6.8362	29.6752
Si	9.5708	6.8362	29.6752
Si	1.3673	9.5708	29.6752
Si	6.8362	9.5708	29.6752
Si	0	0	31.0425
Si	5.469	0	31.0425
Si	2.7345	2.7345	31.0425
Si	8.2035	2.7345	31.0425
Si	0	5.469	31.0425
Si	5.469	5.469	31.0425
Si	2.7345	8.2035	31.0425
Si	8.2035	8.2035	31.0425
Si	1.3673	1.3673	32.4097
Si	6.8362	1.3673	32.4097
Si	4.1018	4.1018	32.4097
Si	9.5708	4.1018	32.4097
Si	1.3673	6.8362	32.4097
Si	6.8362	6.8362	32.4097
Si	4.1018	9.5708	32.4097
Si	9.5708	9.5708	32.4097
Si	2.7345	0	0.6835
Si	8.2035	0	0.6835
Si	0	2.7345	0.6835
Si	5.469	2.7345	0.6835
Si	2.7345	5.469	0.6835
Si	8.2035	5.469	0.6835
Si	0	8.2035	0.6835
Si	5.469	8.2035	0.6835
Si	4.1018	1.3673	2.0507
Si	9.5708	1.3673	2.0507
Si	1.3673	4.1018	2.0507
Si	6.8362	4.1018	2.0507
Si	4.1018	6.8362	2.0507
Si	9.5708	6.8362	2.0507
Si	1.3673	9.5708	2.0507
Si	6.8362	9.5708	2.0507
Si	0	0	3.418
Si	5.469	0	3.418
Si	2.7345	2.7345	3.418
Si	8.2035	2.7345	3.418
Si	0	5.469	3.418
Si	5.469	5.469	3.418
Si	2.7345	8.2035	3.418
Si	8.2035	8.2035	3.418
Si	1.3873	1.3309	4.7287
Si	6.8659	1.3469	4.876
Si	4.1412	4.0012	4.8119
Si	9.5716	4.0789	4.7582
Si	1.3644	6.8083	4.7895
Si	6.7634	6.8873	4.6908
Si	4.0986	9.5642	4.7842
Si	9.5736	9.5702	4.8246
Si	2.6888	-0.0625	6.1297
Si	8.2213	-0.0223	6.303
Si	-0.0277	2.6227	6.068
Si	5.4854	2.6344	6.3371
Si	2.6285	5.2995	6.0863
Si	8.093	5.4691	5.9373
Si	-0.027	8.1238	6.1801
Si	5.391	8.148	6.1485
Si	3.7567	1.4664	7.561
Si	9.9535	1.0891	7.5772
Si	1.478	3.7089	7.479
Si	6.6169	4.4309	7.4304
Si	4.1958	6.4438	7.3235
Si	9.2084	6.9592	7.3296
Si	1.1611	9.6741	7.4878
Si	7.0176	9.2394	7.4655
O	9.5342	6.9723	25.0025
O	4.0967	1.426	25.0567
O	8.1582	8.1157	7.8859
O	2.7473	2.7282	7.8363
O	6.946	4.1286	25.0904
O	1.4398	9.6219	25.1726
O	5.4162	5.4784	7.8749
O	0.0838	-0.1112	7.9847
O	7.5216	4.2423	8.8046
O	10.7451	6.4445	15.7157
O	9.6085	6.0314	8.6388
O	1.8207	9.0154	8.8448
O	3.8922	0.7291	9.0329
O	0.7345	3.8834	8.9532
O	9.7801	1.9317	9.0007
O	3.2407	6.7806	8.6141
O	7.8114	8.8731	23.9899
O	8.9608	2.5442	24.2216
O	5.2983	6.0708	24.4213
O	2.157	3.0861	24.1787
O	10.5952	0.4346	24.4554
O	0.1936	4.9228	24.4286
O	3.4512	8.0656	24.3542
O	6.076	10.7968	24.2845
Si	10.7251	-2.9898	19.7114
Si	11.8844	5.6185	20.7979
Si	2.9247	4.4689	16.8787
Si	15.5532	2.1318	16.8735
Si	2.788	-2.9799	9.628
Si	6.1791	-1.3889	15.7715
Si	6.8478	-4.0143	11.5836
Si	6.2622	2.9077	19.3365
Si	9.2599	-0.7036	16.3052
Si	6.3904	0.2032	20.4146
Si	10.5955	3.0621	9.8882
Si	0.5567	12.0422	20.9313
Si	3.8888	0.6437	10.6653
Si	1.9159	10.3547	12.7279
Si	15.2078	-0.4891	18.0809
Si	7.213	-0.6822	23.2598
Si	-2.1	3.2296	17.5293
Si	6.0336	12.2788	14.4605
Si	6.6605	6.6687	14.4864
Si	14.6178	7.2079	20.8135
Si	-1.2542	1.2893	23.4468
As	0.7561	-5.669	14.7776
Si	5.2524	5.6618	18.7745
Si	3.5868	2.7291	12.775
Si	8.6139	5.1646	9.6215
Si	9.2493	-0.5324	19.3338
Si	7.8414	6.0393	17.052
Si	-5.3235	-1.5215	10.2735
Si	3.927	-4.3192	23.779
Si	4.477	5.7545	12.8596
Si	0.538	1.9506	12.7418
Si	-1.9236	1.8583	14.6519
Si	1.5781	4.5404	23.6819
Si	0.6709	-7.6179	18.8268
Si	10.2722	7.5574	16.7844
Si	1.9405	7.3103	12.4935
Si	2.3145	-1.1866	20.2566
O	5.1506	-0.1915	19.4279
O	4.8223	2.059	13.6294
O	11.1144	-3.4744	18.1854
O	5.0008	2.5614	18.3791
O	-0.7529	13.3885	13.6483
O	-4.5118	-0.6964	21.7974
O	3.7128	4.3443	12.6941
O	-5.6407	-0.1156	11.0541
O	7.4612	-3.9811	13.0952
O	12.7032	-7.2949	17.6797
O	5.3743	5.7065	14.2139
O	2.018	2.4939	13.2756
O	7.6764	-1.0642	16.3141
O	10.2612	2.7493	18.1331
O	-1.3006	-0.1738	17.7959
O	9.5592	0.4143	15.1721
O	2.9946	10.702	13.9051
O	8.468	0.3209	22.941
O	3.4582	7.014	13.0067
O	0.9721	6.2247	13.2461
O	16.8746	4.4754	19.7173
O	3.7488	3.2765	16.1159
O	7.6311	2.6689	18.4707
O	7.5456	1.7074	13.9068
O	7.6301	-5.1278	15.457
O	10.748	1.7394	22.2664
O	10.2749	0.3056	20.2447
O	-3.0364	6.2249	10.598
O	3.7835	0.7492	17.1039
O	6.1462	-2.8736	15.1309
O	5.1259	-1.4275	17.0422
O	8.7967	2.8216	15.9543
O	0.382	4.701	19.6023
O	5.4585	6.0501	11.5784
O	10.7066	6.7671	20.8555
O	4.179	-2.2651	10.0748
O	2.8556	-1.0177	18.7086
O	2.3428	-4.5716	20.3974
O	8.708	7.3849	17.2479
O	-8.2904	-0.2312	11.2981
O	6.3331	9.7888	8.8559
O	3.791	2.1513	11.2599
O	12.8362	11.0867	21.1298
O	1.9661	-3.691	10.8496
O	9.3393	-2.1316	19.6989
O	8.7467	4.8427	17.6487
O	5.9668	1.9071	16.0006
O	4.8207	6.9333	19.6916
O	3.9299	5.2294	17.9147
O	1.4443	8.81	12.861
O	6.3982	6.1898	17.7594
O	2.3101	-5.4467	15.7529
O	6.2908	1.857	20.6073
O	11.3191	2.408	11.1867
O	11.8726	8.9578	20.1719
O	4.2591	-4.2851	22.2096
O	5.8257	-0.2836	14.6044
O	10.2886	-1.9403	16.0111
O	-1.4142	4.1365	10.4839
O	7.7301	-0.0949	19.5769
O	12.1008	2.2456	19.9387
O	2.7094	5.6091	24.1327
O	0.5587	0.3222	12.8269
O	14.3359	-2.1362	21.0254
O	1.2383	4.675	22.0958
O	6.5994	-2.4704	11.1377
H	2.699	10.6747	14.8278

Results
free energy: -139968.382 eV
free energy less fixed offsets of As -4856.12, H -15.97, O -568.88, Si -635.61 eV per atom: 3.428 eV

Forces (eV/angstrom), in the order of the atoms: element, x, y, z
Si	-0.0157	0.016	0.0357
Si	0.0126	-0.0161	0.0198
Si	-0.0197	0.0173	0.0272
Si	0.0161	-0.0146	0.0241
Si	0.0253	-0.0121	0.0353
Si	-0.0256	0.0227	0.0404
Si	0.0164	-0.0157	0.0172
Si	-0.0111	0.0176	0.025
Si	-0.0099	0.0033	-0.0117
Si	0.005	-0.0101	-0.0062
Si	0.0026	0.0089	-0.0092
Si	0.0097	-0.0025	-0.0059
Si	-0.0003	-0.0096	-0.0075
Si	-0.0113	-0.0021	-0.0143
Si	0.0095	-0.0042	-0.0057
Si	-0.0011	0.0126	-0.0128
Si	-0.0003	0.0006	0.011
Si	-0.0032	-0.0009	0.0099
Si	0.0004	-0.0002	0.0071
Si	-0.0035	-0.0014	0.0073
Si	-0.0023	-0.0005	0.0043
Si	0.0011	0.0031	0.0049
Si	-0.0043	-0.0044	0.0079
Si	-0.0081	-0.003	0.0096
Si	0.2435	0.1666	0.3735
Si	0.0026	0.0397	-0.2448
Si	0.0893	0.1326	-0.1521
Si	-0.2336	0.2323	0.2141
Si	-0.0108	0.009	-0.3778
Si	0.164	0.0458	0.4358
Si	-0.0948	0.0355	0.1233
Si	0.0353	0.0892	-0.1653
Si	0.0673	-0.0135	-0.0113
Si	0.0115	0.0581	-0.0041
Si	0.1071	0.0438	-0.0138
Si	0.0097	0.0187	-0.0287
Si	0.0131	0.0852	-0.0098
Si	0.04	-0.0739	0.0092
Si	-0.015	0.0058	-0.0249
Si	0.115	0.0377	-0.0076
Si	-0.0144	0.0195	-0.019
Si	0.0098	-0.0174	-0.0193
Si	-0.058	0.0569	0.0036
Si	0.042	0.0081	-0.023
Si	-0.0162	-0.0757	-0.017
Si	-0.0418	0.025	-0.0285
Si	-0.0119	-0.0079	-0.0259
Si	-0.0624	0.0151	-0.0056
Si	0.0537	-0.0453	0.0151
Si	-0.0043	0.0403	0.0002
Si	0.0059	-0.0235	0.0496
Si	0.0173	-0.0222	0.0032
Si	-0.0052	0.0493	0.0043
Si	-0.0063	0.0017	0.0163
Si	0.0578	0.0035	0.0054
Si	0.0152	-0.0093	0.045
Si	-0.0697	0.054	-0.0143
Si	-0.0648	-0.0905	0.013
Si	0.0311	0.067	0.0147
Si	-0.0689	-0.0175	0.0285
Si	-0.1254	-0.1638	-0.0095
Si	-0.0263	-0.0254	0.024
Si	-0.1053	-0.0462	0.0059
Si	0.0921	0.0481	-0.0164
Si	-0.1459	-0.2481	-0.1681
Si	0.2197	0.099	0.3485
Si	0.2916	-0.2184	-0.2621
Si	-0.1515	-0.25	0.1134
Si	-0.0052	-0.0452	-0.0953
Si	-0.4242	-0.342	-0.2321
Si	-0.0385	-0.0922	0.0518
Si	0.0517	0.4052	-0.1687
Si	0.0114	0.0027	-0.013
Si	-0.0018	-0.0041	-0.0092
Si	-0.0056	-0.0107	0.0027
Si	0.0026	0.0027	-0.0107
Si	-0.0004	0.0097	-0.01
Si	0.0027	-0.0022	-0.0199
Si	0.0036	0.0044	-0.0148
Si	0.0021	-0.0084	0.0021
Si	-0.0056	0.001	0.0034
Si	0.0056	0.0066	0.0023
Si	-0.0017	0.0095	0.0133
Si	-0.0046	0.0056	0.0014
Si	0.0096	0.0035	0.0042
Si	0.0141	-0.0048	0.0064
Si	0.0094	0.0099	0.0068
Si	-0.0046	0.0002	0.01
Si	-0.0131	0.0189	0.006
Si	-0.0051	-0.0028	-0.0056
Si	0.0102	-0.0215	-0.0007
Si	0.0067	-0.0191	0.0026
Si	-0.0239	0.0065	-0.0099
Si	0.026	-0.0095	-0.0054
Si	-0.012	-0.0241	-0.0212
Si	-0.0092	0.0119	0.0107
O	0.0054	-0.0053	-0.01
O	0.0105	-0.0074	-0.0104
O	-0.0124	0.0027	0.0044
O	0.0027	0.0053	0.0033
O	0.0018	-0.0038	-0.0165
O	-0.0008	0.0003	-0.016
O	0.0025	0.0053	0.0075
O	-0.0061	0.003	0.0067
O	-0.0005	0.0003	-0.0023
O	0.0006	0.0007	-0.0011
O	0.003	-0.0022	-0.0009
O	0.0069	-0.0032	0.015
O	0.0026	0.0028	0.0007
O	0.0021	0.0011	-0.0015
O	0.0006	0.0033	0.0055
O	-0.0019	-0.0017	0.0094
O	-0.001	-0.0016	0.0058
O	-0.0011	0.0008	-0.0024
O	0.0065	0.0037	-0.0128
O	-0.0018	0.0008	-0.0039
O	0.0005	-0.002	-0.0048
O	-0.0061	-0.008	-0.0157
O	-0.0004	0.0024	-0.0006
O	0.0002	0.0052	-0.0043
Si	0.0036	-0.0007	-0.0043
Si	0.002	-0.0071	-0.0069
Si	0.0009	0.0008	0.0008
Si	0	0.0012	-0.0027
Si	0	0.0055	-0.0044
Si	0.0005	0.0024	0.0031
Si	0.0035	0.0009	-0.0001
Si	0.0027	0.0015	-0.0034
Si	-0.0002	-0.0006	-0.0011
Si	0.0065	-0.0002	-0.0101
Si	-0.0028	-0.0026	-0.0091
Si	-0.0058	0.0047	-0.0011
Si	-0.0041	-0.0076	-0.0027
Si	0.0079	0.0015	0.0035
Si	0.0026	0.0008	-0.004
Si	0.0066	0.0022	-0.0059
Si	0.0011	0.0028	-0.0006
Si	0.0013	-0.0002	0.0007
Si	0.0002	0.0002	0.0055
Si	0.0018	-0.0082	-0.002
Si	-0.0029	-0.0008	-0.0086
As	0.0022	-0.0012	0.0064
Si	0.0019	-0.0018	-0.0014
Si	0.001	-0.0066	0.0022
Si	-0.001	-0.0028	-0.0108
Si	0.0068	0.0088	0.0001
Si	-0.0011	-0.0012	0.0053
Si	-0.0076	0.0007	-0.0089
Si	-0.0097	-0.0028	0.0081
Si	-0.0003	0.0008	0.0033
Si	0.0005	0.0017	-0.0022
Si	0.0012	-0.0015	0.0059
Si	0.0091	-0.0026	0.0067
Si	-0.007	0.0012	-0.0012
Si	-0.0029	-0.0029	-0.0001
Si	-0.0011	0.0001	-0.0033
Si	-0.0049	-0.0024	-0.0046
O	0.001	0.0001	0.0043
O	0.0012	0	0.0027
O	-0.0025	-0.001	0.0062
O	0.0015	-0.0011	0.0026
O	0.0002	-0.0022	0.0004
O	0.0013	0.0019	0.0045
O	0.0005	0.001	-0.0004
O	-0.0004	0.0001	0.0016
O	0.0004	-0.0009	0.0025
O	-0.0045	-0.001	0.0109
O	-0.0009	-0.0001	0
O	-0.0003	-0.0001	0.001
O	-0.0008	0.0015	-0.0009
O	0.0101	0.0032	0.0076
O	-0.0018	0.0003	0.0092
O	-0.0009	0.0027	0.0012
O	-0.0082	-0.0028	-0.0045
O	-0.0063	-0.0048	0.0074
O	-0.0009	-0.0017	-0.0002
O	0.0029	0.0032	-0.0031
O	0	-0.0011	0.0044
O	0.002	-0.0036	0.0029
O	-0.0027	-0.0014	0.0022
O	-0.0023	-0.0012	0.0024
O	-0.0034	-0.0001	-0.0029
O	0.0034	-0.0007	0.0019
O	-0.0085	-0.0087	-0.0012
O	-0.0023	0.0046	0.0081
O	0.0027	0.0003	0.0036
O	0.0011	-0.0033	-0.0002
O	0.0011	0	0.0036
O	0.0009	-0.0023	-0.0013
O	0.0023	-0.0062	0.0069
O	-0.002	-0.0033	0.0008
O	-0.0007	0.0028	0.0043
O	0.0033	0.0008	0.0018
O	-0.0018	-0.0016	0.0074
O	0.0004	-0.0004	0.0051
O	0.0042	0.0018	0.0001
O	0.0021	0.0024	0.0013
O	-0.0008	-0.0023	-0.0032
O	-0.0012	-0.0003	0.0003
O	0.0021	-0.0066	0.0041
O	-0.0017	-0.0043	0.0053
O	-0.0002	-0.001	0.0046
O	-0.001	-0.0005	0.0013
O	-0.004	0.0001	0.0015
O	-0.001	0.0023	0.0067
O	-0.0016	-0.001	0.0009
O	0.0017	0.0009	-0.0006
O	0.0036	0.0006	0.0007
O	-0.0029	-0.0006	-0.0023
O	0.0006	-0.003	0.0051
O	0.0013	-0.0017	0.0099
O	-0.0004	0.0007	-0.0011
O	-0.0008	0.0015	-0.0014
O	0.0011	-0.0011	0.0052
O	0.0009	-0.0017	0.0032
O	0.0016	-0.0016	0.0059
O	-0.0045	-0.0022	0.0056
O	-0.0031	0.0013	-0.0007
O	0.0021	0.0022	0.0019
O	0.002	-0.0014	0
O	-0.0009	-0.001	0.0037
O	-0.0042	0.0032	-0.0049
O	0.0028	-0.0033	0.0039
H	0.003	-0.0006	-0.0059

The program warned: the cutoff lies below the one the program advises for these potential files; the forces do not sum to zero within the program's tolerance; the exchange-correlation potential is rough where the density is thin.
